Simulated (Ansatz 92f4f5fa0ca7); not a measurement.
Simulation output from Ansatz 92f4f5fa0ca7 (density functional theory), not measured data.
Periodic cell of 284 atoms, Si144O100H32N8, with a vacuum gap, from a study of silicon, its oxide and their interface. The atomic structure is a simulated model.

Settings
functional: r2SCAN
potential files: Ansatz PAW
basis: plane waves
wave-function cutoff: 800 eV
density cutoff ratio: 5
exchange-correlation grid ratio: 1
k mesh: 1 x 1 x 1, shifted by 0.5 0.5 0 of a step
self-consistency stop: 1e-11 eV per atom in the density residual
occupations: fixed
spin: none
net charge: 0
applied field: sawtooth along c, amplitude -0.015 V/angstrom in the program's sign convention, ramp centred at 0.9895 of c and 0.0210 of c wide, no dipole correction

Cell vectors (angstrom)
a, 10.887, 0, 0
b, 0, 10.887, 0
c, 0, 0, 47.6758

Atoms and the computed forces on them: element, x, y, z (angstrom), force x, y, z (eV/angstrom)
Si, 0.7674, -0.5747, 34.1904, -0.0058, 0.003, -0.0203
Si, 2.7438, 2.6439, 34.3618, 0.0008, 0.0012, -0.0104
Si, 0.5656, 4.865, 33.8502, -0.0011, 0.0073, -0.0183
Si, 2.9125, 7.9245, 34.3264, -0.0039, -0.0038, -0.0193
Si, 4.8973, 0.4353, 34.0032, 0.0043, -0.0042, -0.0132
Si, 7.5598, 3.1663, 33.885, 0.0081, -0.0131, -0.0165
Si, 5.3544, 5.5531, 34.1564, 0.0012, 0.0049, -0.0063
Si, 8.4289, 8.1632, 33.5713, -0.0033, 0.001, -0.018
Si, 1.4602, 1.1836, 35.6078, 0.0024, 0.0013, -0.0031
Si, 4.1145, 4.1151, 35.5273, -0.0039, 0.0012, -0.0106
Si, 1.4235, 6.5236, 35.3842, 0.0072, -0.0003, -0.0148
Si, 4.1447, 9.5644, 35.437, -0.0006, -0.0008, -0.0124
Si, 6.655, 1.4543, 35.246, -0.0033, 0.0014, -0.0112
Si, 9.5213, 4.0319, 35.0544, -0.0052, 0.0004, -0.01
Si, 6.9693, 6.9214, 35.1318, -0.0026, 0.0007, -0.0113
Si, 9.6956, 9.4093, 35.1462, 0.0058, 0.0021, -0.0094
Si, -0.0849, 2.6487, 36.6052, 0.0147, 0.0089, 0.0093
Si, 2.8297, -0.0851, 36.9362, 0.0076, 0.0077, 0.0137
Si, 0.0405, 8.0247, 36.6283, -0.0013, -0.0067, 0.0082
Si, 2.7507, 5.3819, 36.8806, -0.0062, 0.0033, 0.0044
Si, 5.4683, 2.7142, 36.8051, -0.0058, -0.0129, 0.0105
Si, 8.2021, -0.0077, 36.4441, -0.0038, -0.009, 0.0075
Si, 5.6148, 8.2084, 36.6302, -0.0062, -0.0042, 0.013
Si, 8.2759, 5.4717, 36.5213, 0.0086, 0.001, -0.0006
Si, 1.3108, 3.9783, 38.0523, 0.0079, -0.0055, 0.0151
Si, 4.1431, 1.3558, 38.1826, -0.0092, 0.0144, 0.0072
Si, 1.3583, 9.4142, 38.0658, -0.0085, -0.0103, 0.0258
Si, 4.1753, 6.8475, 38.027, -0.0034, 0.0117, 0.0126
Si, 6.8986, 4.1266, 37.9785, 0.0025, 0.0155, 0.0254
Si, 9.4795, 1.3137, 37.9663, -0.0117, -0.0048, 0.031
Si, 6.9122, 9.5716, 37.9832, -0.0052, 0.0107, 0.0175
Si, 9.5522, 6.7604, 38.0223, -0.004, 0.0031, 0.0096
Si, -0.0173, -0.0375, 39.3428, 0.0121, 0.0193, 0.1808
Si, 2.6922, 2.6771, 39.4467, -0.0083, 0.0139, 0.1729
Si, 0.01, 5.3988, 39.3949, -0.0284, 0.0387, 0.1785
Si, 2.7672, 8.1365, 39.4203, 0.0352, -0.0353, 0.184
Si, 5.5307, -0.0134, 39.4296, 0.0535, -0.0669, 0.193
Si, 8.1862, 2.7209, 39.361, 0.0145, -0.0078, 0.189
Si, 5.5027, 5.4499, 39.3625, -0.0122, -0.0242, 0.1754
Si, 8.2056, 8.1678, 39.3615, 0.0213, -0.0353, 0.1692
Si, 1.3275, 1.3097, 40.7651, 0.0645, 0.0026, 0.2443
Si, 4.0868, 4.0926, 40.7128, 0.0372, 0.0156, 0.2238
Si, 1.379, 6.7712, 40.7436, 0.1435, -0.1359, 0.2996
Si, 4.1021, 9.5364, 40.7594, 0.1287, -0.1247, 0.2946
Si, 6.8328, 1.3906, 40.7607, 0.0825, -0.0882, 0.3766
Si, 9.5318, 4.0675, 40.7536, 0.083, -0.0813, 0.2871
Si, 6.8217, 6.8219, 40.7326, 0.0673, 0.001, 0.236
Si, 9.536, 9.5273, 40.7384, -0.0204, -0.1521, 0.3105
Si, -0.0212, 2.6981, 6.9431, -0.0455, 0.1108, -0.3172
Si, 2.7072, -0.0209, 6.9614, -0.0379, 0.0834, -0.1971
Si, -0.0022, 8.1538, 6.9129, -0.1428, 0.0776, -0.2655
Si, 2.73, 5.4246, 6.9242, -0.1072, 0.0608, -0.3821
Si, 5.4461, 2.7554, 6.9216, 0.0022, 0.0499, -0.2623
Si, 8.1703, 0.0048, 6.9232, -0.1531, 0.015, -0.3715
Si, 5.4399, 8.1596, 6.9265, -0.0583, 0.0976, -0.3599
Si, 8.1852, 5.4697, 6.9272, -0.0498, 0.0579, -0.2347
Si, 1.3189, 4.1081, 8.2684, -0.0533, 0.0568, -0.1793
Si, 4.0839, 1.386, 8.267, 0.0219, -0.0349, -0.1748
Si, 1.3231, 9.4849, 8.308, -0.0195, 0.0525, -0.1734
Si, 4.068, 6.8013, 8.2749, -0.0074, 0.0072, -0.1964
Si, 6.8072, 4.1404, 8.2796, 0.0134, -0.0363, -0.1858
Si, 9.475, 1.3738, 8.3033, -0.0222, 0.0306, -0.1864
Si, 6.8162, 9.5121, 8.2655, 0.0108, -0.0089, -0.1858
Si, 9.4972, 6.8618, 8.3196, -0.0151, 0.0178, -0.1754
Si, -0.113, -0.0522, 9.6234, -0.004, -0.0304, -0.0157
Si, 2.711, 2.7789, 9.5812, 0.0111, -0.0001, -0.0207
Si, -0.0445, 5.4884, 9.6498, 0.0085, -0.023, -0.0068
Si, 2.6629, 8.0815, 9.6539, -0.0016, 0.0009, -0.0198
Si, 5.4647, -0.0154, 9.5781, -0.0036, 0.0109, -0.0134
Si, 8.1246, 2.7716, 9.6617, 0.0093, 0.0095, -0.0156
Si, 5.5093, 5.5558, 9.6417, 0.0054, -0.0033, -0.0202
Si, 8.1212, 8.2067, 9.7423, -0.0048, -0.0024, -0.0326
Si, 1.2743, 1.3713, 10.7906, -0.0033, 0.0109, -0.0154
Si, 4.1184, 4.1923, 10.8665, -0.0073, -0.0033, -0.0118
Si, 1.2909, 6.7615, 11.109, -0.007, -0.0013, -0.0068
Si, 4.0931, 9.4664, 10.8532, 0.0022, 0.0141, -0.012
Si, 6.7824, 1.3514, 10.9717, -0.0018, -0.0106, -0.0075
Si, 9.436, 4.2072, 11.0202, 0.0089, -0.0047, -0.0031
Si, 6.7606, 6.9029, 11.1897, 0.0001, -0.0002, 0.0001
Si, 9.4133, 9.5803, 11.1543, 0.0015, 0.0118, -0.0049
Si, -0.0056, 2.7639, 12.1456, 0.0038, 0.0019, 0.0274
Si, 2.6413, -0.0552, 11.9852, 0.001, -0.0064, 0.0108
Si, -0.1139, 8.1767, 12.4867, 0.0032, -0.0018, 0.0118
Si, 2.8207, 5.4025, 12.371, 0.0017, -0.0021, 0.0089
Si, 5.3119, 2.7102, 12.1794, 0.0067, -0.0024, 0.0099
Si, 8.0811, 0.1344, 12.5757, 0.0005, 0.0062, 0.0132
Si, 5.3354, 8.3313, 12.5146, -0.0051, -0.0006, 0.0208
Si, 8.0844, 5.4919, 12.586, -0.0002, -0.0055, 0.0148
Si, 1.741, 3.5872, 13.4718, -0.0116, 0.0018, -0.0154
Si, 3.8116, 1.3212, 13.3831, 0.003, -0.0024, -0.0107
Si, 1.5108, 9.5138, 13.5116, -0.0019, -0.0049, -0.0273
Si, 3.6609, 7.2037, 13.764, 0.0017, 0.0082, -0.0315
Si, 6.8368, 3.7231, 13.618, 0.01, 0.0024, -0.0341
Si, 9.4073, 1.8396, 13.703, -0.0056, -0.0057, -0.0368
Si, 6.1775, 10.1795, 13.816, 0.0063, -0.0027, -0.0338
Si, 9.417, 6.9301, 14.0028, -0.0007, -0.0019, -0.0362
Si, -3.0357, -1.9833, 15.9442, -0.006, 0.0002, -0.05
Si, -8.2262, 7.3926, 27.765, 0.0088, 0.0005, -0.0534
Si, 8.1878, -14.4816, 18.3268, 0.007, 0.003, -0.0392
Si, -6.8546, -13.8379, 25.1163, 0.0065, -0.0027, -0.0402
Si, 22.9083, 1.9073, 21.0645, 0.0068, -0.0028, -0.055
Si, 33.2598, 0.948, 18.0788, -0.0056, 0.0009, -0.0523
Si, 16.2494, 1.6091, 18.4071, 0.0009, 0.0054, -0.0471
Si, -0.057, 22.9399, 23.699, 0.0021, 0.0056, -0.0359
Si, 5.9717, 1.7815, 26.9585, -0.0047, 0.0016, -0.0477
Si, 2.0075, 2.8047, 29.7865, 0.0082, -0.0029, -0.0458
Si, 29.584, 4.4855, 17.792, 0.0049, -0.0067, -0.0351
Si, 7.0812, 11.3435, 29.3541, -0.0048, 0.0062, -0.0601
Si, -7.4123, -16.8065, 23.9767, -0.0025, -0.0026, -0.0391
Si, 6.3023, 3.6259, 23.2592, -0.0009, -0.0018, -0.0535
Si, 6.2364, 18.9328, 20.5662, 0.004, -0.0049, -0.0668
Si, 8.0492, 23.2431, 24.7987, -0.003, -0.0009, -0.0451
Si, -3.5545, 10.8031, 19.6347, 0.01, -0.004, -0.0448
Si, 9.9367, 13.6923, 16.5955, 0.0109, -0.004, -0.041
Si, 8.7818, -8.88, 31.1883, 0.0002, 0.0025, -0.0499
Si, 1.7556, 19.5423, 30.4482, -0.0007, -0.0001, -0.0486
Si, 6.5217, 11.8505, 22.2451, -0.0021, -0.0012, -0.05
Si, -8.2941, -0.2458, 24.83, -0.0024, 0.0057, -0.0346
Si, 22.9635, 12.1338, 15.2042, -0.0015, -0.001, -0.0424
Si, -2.33, 8.3739, 25.2728, -0.0069, 0.0024, -0.0445
Si, -4.5882, -1.2973, 31.8248, 0.0071, -0.0008, -0.0552
Si, 7.4239, 5.5092, 25.3541, -0.0025, -0.0005, -0.0502
Si, 19.6965, 6.5527, 28.832, -0.0122, 0.0026, -0.0421
Si, -0.5088, -15.1888, 31.4546, -0.0009, -0.0003, -0.0598
Si, 13.4852, 4.4199, 21.0405, 0.0009, 0.0014, -0.0482
Si, 21.5993, 18.7048, 26.872, -0.0015, 0.0044, -0.041
Si, 20.5734, -1.2419, 18.0564, 0.0027, -0.0029, -0.0343
Si, 14.7633, 1.7186, 20.7385, -0.002, 0.0037, -0.0481
Si, 22.3208, -10.3423, 31.2892, 0.0007, 0.0116, -0.0384
Si, 17.2353, 4.7846, 27.7852, 0.004, -0.0043, -0.0462
Si, 19.4344, -7.4767, 26.9537, -0.007, -0.0068, -0.0508
Si, 3.8145, 5.1563, 29.5532, -0.0006, -0.0082, -0.0568
Si, 4.2422, 18.2169, 31.7829, -0.0009, -0.0062, -0.0542
Si, 14.9809, -19.658, 24.6399, 0.0053, 0.0061, -0.0468
Si, 0.5226, 16.1919, 15.8647, 0.0006, -0.0005, -0.046
Si, -2.086, 20.1664, 28.098, -0.0012, -0.0032, -0.0432
Si, 5.2474, 25.5517, 16.3959, 0.0015, 0.0074, -0.0492
Si, 3.3442, 16.9115, 16.5649, -0.0098, 0, -0.0475
Si, 6.3331, 14.9836, 20.0995, 0.0081, 0.0039, -0.09
Si, 12.3642, 3.2196, 25.0345, -0.0026, 0.0036, -0.0422
Si, -4.3912, 19.8497, 23.4251, -0.0054, 0.0002, -0.0501
Si, 10.1524, 4.1499, 29.6179, -0.0044, -0.0043, -0.048
Si, 13.6765, 23.458, 27.0679, 0.0017, -0.0039, -0.0513
Si, 15.019, -4.5719, 19.4629, -0.001, 0.0055, -0.0443
O, 3.7777, 1.5895, 33.5705, -0.002, 0.0006, 0.0133
O, 1.7503, -1.8376, 33.7463, 0.0031, -0.0006, 0.0115
O, 11.4121, 7.6909, 30.8713, -0.0044, -0.0046, 0.0242
O, -4.0649, 11.8464, 25.792, -0.0078, 0.0039, 0.0265
O, -2.796, 13.1291, 32.628, -0.0155, 0.0149, 0.0368
O, 0.5742, 11.2092, 32.8644, 0.0044, -0.0132, 0.0426
N, -6.1643, -7.2611, 23.9857, -0.0039, -0.0042, 0.0196
O, 7.1562, 15.6604, 23.9697, 0.003, 0.0106, 0.0241
O, -4.3082, -0.662, 30.3809, -0.0091, -0.0153, 0.0416
O, 12.5424, 3.6419, 33.5719, 0.0057, -0.0037, 0.0138
N, 4.0939, 6.782, 33.3998, 0.0031, -0.0072, 0.0229
O, 5.3567, -0.2392, 32.5941, -0.0119, 0.0115, 0.0303
O, 9.2674, 7.2719, 32.4539, -0.0136, 0.0113, 0.0347
O, 0.8152, -7.0803, 29.3498, -0.0016, -0.0001, 0.0217
O, 2.8878, 19.9269, 24.6978, -0.0009, -0.0005, 0.017
O, 10.8941, 12.2377, 22.0753, -0.0099, -0.0052, 0.038
O, 5.8812, 13.6175, 19.4148, 0.0005, 0.0069, 0.0269
O, 1.5774, -9.6241, 16.8042, -0.0017, -0.0016, 0.0313
O, 4.9473, 0.3575, 14.1448, 0.0006, -0.0021, -0.0011
O, 14.6721, 4.4578, 16.5113, 0.0031, -0.0003, 0.0155
O, -8.781, 4.7086, 24.8747, -0.0068, -0.0015, 0.0229
O, 2.5416, 22.9772, 21.4846, -0.0003, 0.0002, 0.0122
O, -1.8126, 9.8021, 16.546, 0.0079, 0.0028, 0.0259
O, 8.1281, 2.8108, 14.0752, 0.0007, 0.0024, 0.0143
O, 3.908, 6.7035, 17.9123, 0.006, 0.0018, 0.0361
O, 6.665, -1.0964, 15.3279, 0.0083, -0.007, 0.0242
O, 6.4792, -13.8537, 22.1714, 0.0014, 0.0072, 0.0302
O, 12.1023, 14.4411, 21.1331, -0.0005, -0.0002, 0.0175
O, 6.4198, 9.5679, 20.1034, -0.0022, -0.0017, 0.0249
O, 14.9358, -4.171, 15.2765, -0.0022, -0.008, 0.0249
O, 11.9238, 23.2472, 19.5169, 0.0083, 0.0111, 0.0445
O, 14.5643, 3.3176, 20.5732, -0.0034, 0.0029, 0.0175
N, 15.2435, 2.1042, 26.3917, 0.0003, -0.004, 0.0315
O, -10.9341, 15.0338, 16.8407, -0.0011, -0.004, 0.0165
O, 7.3552, 7.1989, 19.718, -0.011, 0.0027, 0.0333
O, 7.9923, -1.6852, 24.0251, 0.0111, -0.0023, 0.0256
O, 7.2782, -2.8059, 17.2226, 0.0028, -0.0069, 0.0263
O, 6.2804, -6.2525, 17.2922, 0.0079, 0.0028, 0.013
O, 23.116, -3.5464, 26.8277, 0.0027, -0.0011, 0.0227
O, 16.3459, 19.4122, 24.5979, -0.0095, -0.0055, 0.0207
O, 9.4555, 14.4853, 28.261, 0.0137, 0.0085, 0.0356
O, 18.3703, 0.8738, 20.9403, -0.005, 0.0087, 0.0337
O, 5.0566, 15.5293, 28.6852, -0.0157, 0.0048, 0.0255
O, -5.0539, 3.8765, 14.9003, -0.0096, -0.0005, 0.0327
O, 8.5787, 27.6608, 17.6494, -0.0004, 0.0021, 0.0133
O, 2.4489, 0.2214, 26.4127, -0.0015, 0.008, 0.0248
O, -9.7679, 21.888, 24.1639, 0.009, -0.0038, 0.0135
O, -3.3107, -9.1126, 30.1391, 0.0091, 0.005, 0.0267
O, 13.4404, -8.5181, 24.2065, -0.0009, 0.001, 0.0174
O, 1.7219, 6.1399, 16.5585, 0.0014, 0.0002, 0.0119
O, 5.0828, 1.5033, 21.7649, 0.0078, -0.0004, 0.0216
O, 2.7309, 5.6636, 19.9986, -0.0045, -0.0087, 0.0275
O, 15.5868, 18.508, 20.2422, 0.0042, 0.0047, 0.0092
O, 1.0957, -0.311, 14.707, -0.0024, 0.0078, 0.0111
O, 5.0917, 13.1366, 16.9475, 0.0013, -0.0118, 0.0279
O, -1.9451, -8.6297, 25.9198, -0.0026, 0.0138, 0.0291
O, 5.3197, -5.6247, 19.6894, 0.0025, -0.004, 0.0206
O, -0.72, -2.7073, 25.3793, 0.0065, -0.0025, 0.0287
O, 2.5249, 19.24, 14.078, 0.0044, -0.0033, 0.0003
O, -3.2594, -1.5722, 32.7155, 0.0107, -0.0095, 0.0193
O, 7.8678, -3.917, 24.9956, 0.0024, 0.0003, 0.0105
O, 8.8082, 10.4217, 19.165, -0.0139, 0.0063, 0.0279
O, 8.4219, 14.2335, 16.818, -0.009, 0.006, 0.0155
O, 9.6019, 18.9689, 18.4772, -0.0013, -0.0001, 0.0122
O, 9.7651, 6.6536, 27.5091, -0.0055, -0.0048, 0.0277
O, -2.5043, 10.734, 28.5982, -0.0063, 0.0067, 0.0221
O, 17.0696, -11.3544, 22.8574, -0.0001, -0.0065, 0.0209
O, 8.3682, -2.9325, 14.7331, -0.0046, 0.0076, 0.0265
O, -5.276, 19.0477, 31.581, -0.0022, -0.0001, 0.0187
N, 9.7521, 5.7882, 30.0433, 0.0065, 0.0035, 0.0351
N, 13.3073, 2.1107, 14.2454, 0.0093, 0.0033, 0.0089
O, 24.7588, 5.0805, 22.451, 0.0073, 0.004, 0.0341
N, 6.8907, 24.9772, 27.3623, 0.0009, 0.003, 0.0179
O, 14.8698, 0.4963, 24.2747, -0.0046, 0.0006, 0.0224
O, 7.7966, 15.156, 19.4063, -0.0061, 0.0024, 0.026
O, -13.376, 8.0981, 29.1679, -0.0012, -0.0028, 0.0215
O, 1.6322, 2.7471, 26.5714, 0.0042, -0.0057, 0.0268
O, 25.6587, -14.01, 26.7511, -0.012, -0.001, 0.0351
O, 19.5378, 15.6583, 26.0921, 0.0024, -0.0015, 0.0154
O, 22.9183, 15.4067, 14.6343, -0.0048, 0.0123, 0.0314
O, 2.354, -2.4303, 28.949, -0.0085, 0.0078, 0.0383
O, 21.8959, 13.5737, 24.3413, 0.0043, 0.0066, 0.0093
O, 14.0478, 3.8456, 30.2333, -0.0006, 0.0015, 0.0236
O, 12.0783, 10.164, 30.5318, -0.0029, 0.0039, 0.0099
O, 10.2646, -4.6191, 15.2437, 0.009, -0.0088, 0.0166
O, 20.733, -10.1006, 30.9959, 0.0018, -0.0021, 0.0107
O, 14.8279, 6.454, 24.4358, -0.0017, 0.0114, 0.0048
O, 21.0026, 12.6479, 17.8053, 0.0028, -0.0075, 0.0213
O, 22.0659, 10.2414, 18.1061, 0.001, -0.0005, 0.0106
O, 6.4318, 4.3553, 33.4601, -0.0051, 0.0047, 0.0123
O, 10.4065, 20.0212, 27.81, -0.0024, 0.0016, 0.0193
N, 7.0843, 12.9676, 23.4531, 0.0071, 0.0032, 0.0352
O, -8.2396, 1.8012, 28.6672, -0.0094, 0.0092, 0.0349
O, 2.9979, -2.5637, 31.4444, 0.0118, -0.004, 0.0334
O, 9.3121, -10.215, 24.094, -0.0082, 0.0035, 0.0215
O, 6.1329, -16.2264, 26.3564, -0.0002, -0.0038, 0.0273
O, 4.0841, 33.6997, 19.2582, -0.0068, 0.0035, 0.0237
O, -6.5711, 16.9972, 30.7369, 0.0021, 0.019, 0.0309
O, 1.4445, 12.7334, 30.9509, -0.0094, -0.0117, 0.0222
N, 21.3139, 1.9357, 15.15, 0.0013, 0.0007, 0.0296
O, -4.5059, 25.7818, 21.6926, -0.0005, -0.0058, 0.0296
O, 9.6057, 3.3439, 30.8931, -0.0059, -0.009, 0.0283
O, 5.9223, -10.0506, 28.2908, 0.0077, -0.0101, 0.0323
O, 29.2591, 16.5365, 28.58, 0.0082, 0.0093, 0.0195
O, -4.3296, 0.532, 18.3461, 0.0014, -0.0022, 0.0214
O, 11.1822, 16.3869, 32.3589, 0.0071, -0.0145, 0.044
O, 8.05, 9.008, 26.6792, 0.0034, 0.0048, 0.0352
O, 13.7567, 5.9647, 28.5111, 0.0038, -0.0073, 0.0256
H, 2.1641, 0.5029, 41.6975, -0.4078, 0.1932, -0.2567
H, 0.5177, 2.1433, 41.6975, 0.2096, -0.3668, -0.2803
H, 4.9153, 3.2776, 41.6452, -0.3034, 0.2702, -0.2756
H, 3.2575, 4.9068, 41.6452, 0.4293, -0.2362, -0.2673
H, 0.5576, 7.5934, 41.676, 0.2544, -0.2319, -0.3068
H, 2.2021, 5.9507, 41.676, -0.4185, 0.2969, -0.1928
H, 3.2609, 10.3383, 41.6918, 0.3812, -0.1914, -0.2927
H, 4.912, 8.7028, 41.6918, -0.3345, 0.2948, -0.2106
H, 6.0045, 2.2058, 41.6931, 0.2807, -0.293, -0.2664
H, 7.6399, 0.5544, 41.6931, -0.1614, 0.4249, -0.2107
H, 10.3428, 3.235, 41.686, -0.2887, 0.3268, -0.2426
H, 8.7268, 4.9057, 41.686, 0.1939, -0.3465, -0.2779
H, 5.9867, 7.6303, 41.6651, 0.3184, -0.2738, -0.2874
H, 7.6469, 6.0035, 41.6651, -0.2303, 0.3328, -0.2591
H, 8.7138, 10.3488, 41.6708, 0.2476, -0.3092, -0.2841
H, 10.3503, 8.6981, 41.6708, -0.2221, 0.3199, -0.2506
H, -0.8321, 3.5306, 6.0106, 0.2393, -0.3498, 0.2443
H, 0.7886, 1.8645, 6.0106, -0.2687, 0.311, 0.2893
H, 3.5484, -0.8228, 6.0289, -0.3389, 0.2349, 0.3024
H, 1.8707, 0.7859, 6.0289, 0.2867, -0.317, 0.2661
H, 0.8192, 7.3316, 5.9804, -0.3392, 0.1944, 0.3082
H, -0.8165, 8.983, 5.9804, 0.3098, -0.2859, 0.2469
H, 3.5594, 4.6104, 5.9917, -0.4134, 0.2683, 0.2738
H, 1.9069, 6.2451, 5.9917, 0.3521, -0.2173, 0.2454
H, 4.6176, 3.5705, 5.9891, 0.3567, -0.3495, 0.2501
H, 6.2744, 1.9402, 5.9891, -0.2068, 0.3016, 0.2999
H, 7.3632, 0.841, 5.9907, 0.1908, -0.3689, 0.2373
H, 8.9925, -0.8167, 5.9907, -0.209, 0.3581, 0.2855
H, 6.2749, 7.3512, 5.9941, -0.3719, 0.2176, 0.2717
H, 4.63, 8.9931, 5.9941, 0.3378, -0.2767, 0.23
H, 8.9902, 4.6315, 5.9948, -0.1816, 0.3642, 0.2904
H, 7.36, 6.2881, 5.9948, 0.3189, -0.2955, 0.2482

Results
free energy: -152732.489 eV
free energy less fixed offsets of H -15.71, N -386.36, O -570.45, Si -639.56 eV per atom: 2.751 eV

The program warned: the cutoff lies below the one the program advises for these potential files; the forces do not sum to zero within the program's tolerance; empty levels may hold ghost states of the PAW files; the exchange-correlation potential is rough where the density is thin.
